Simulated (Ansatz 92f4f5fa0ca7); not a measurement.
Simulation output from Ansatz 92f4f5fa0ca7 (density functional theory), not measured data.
Periodic cell of 226 atoms, Si133O92B1, from a study of silicon, its oxide and their interface. The atomic structure is a simulated model.
Doubt: the cutoff is far below the 930 eV that the study's wrapper takes by default for these files, so forces and energies are approximate.
This geometry differs little from another in the collection (a relaxation step or a small displacement).

Settings: functional PBE; potential files Ansatz PAW; basis plane waves; wave-function cutoff 580 eV; density cutoff ratio 5; exchange-correlation grid ratio 1; k mesh 1 x 1 x 1, Gamma-centred; self-consistency stop 5e-08 eV per atom in the density residual; occupations fixed; spin none; net charge -1 e, with a uniform compensating background and no finite-size correction.

Cell vectors (angstrom)
a 10.938 0 0
b 0 10.938 0
c 0 0 31.9494

Atoms and the computed forces on them: element, x, y, z (angstrom), force x, y, z (eV/angstrom)
Si 10.6258 0.0035 24.4609 -0.0037 0.0023 -0.0252
Si 5.0502 0.1193 24.7119 -0.0132 -0.0104 -0.0076
Si 2.8112 2.2672 24.5755 -0.0086 -0.0165 -0.0096
Si 8.5648 2.43 24.5836 -0.0033 0.0032 -0.0117
Si 10.7167 5.6121 24.3918 0.0069 0.0076 -0.0145
Si 5.1519 5.6215 24.4717 0.0049 -0.002 -0.0121
Si 2.9826 7.9535 24.4495 0.0038 -0.0018 -0.0283
Si 8.4427 7.8436 24.476 0.0086 0.0079 -0.0123
Si 1.3069 1.0799 25.902 0.0085 0.0027 0.0066
Si 6.8094 1.3183 25.7566 0.0003 0.0065 0.0024
Si 3.9728 4.0097 25.7406 0.0067 -0.0024 0.0013
Si 9.6899 4.0186 25.8666 -0.0048 0.0038 0.0028
Si 1.3196 6.8547 25.7459 -0.0068 -0.0046 0.0053
Si 6.8 6.7328 25.7694 0.0005 -0.0033 0.0024
Si 3.9482 9.4808 26.0144 0.0035 0.0107 0.0046
Si 9.5429 9.4265 25.8769 -0.0003 -0.0088 0.0045
Si 2.4832 -0.2919 27.4352 -0.0347 -0.0308 0.024
Si 8.1486 -0.0716 27.1532 0.0102 0.0039 0.0027
Si 0.0768 2.6393 27.2195 0.0011 -0.0098 0.0001
Si 5.4212 2.6949 27.1199 -0.0051 -0.0057 0.0075
Si 2.6618 5.426 27.1168 -0.002 0.0125 0.005
Si 8.208 5.3887 27.1433 0.0043 0.0034 0.0077
Si 0.1523 8.3048 27.3132 0.007 0.0082 0.0122
Si 5.4926 8.1446 27.1908 -0.0081 0.0001 0.0003
Si 4.0247 1.2654 28.4804 0.0136 0.0115 -0.002
Si 9.5936 1.258 28.5226 -0.0042 -0.0027 -0.0039
Si 1.3859 4.0628 28.5651 0.0054 -0.0011 0.0079
Si 6.8024 4.0558 28.5146 0.0002 -0.0005 -0.0028
Si 4.0236 6.8283 28.5052 0.0003 -0.0072 -0.004
Si 9.6014 6.8233 28.4765 -0.0018 -0.0063 -0.0059
B 1.2978 9.4802 28.6185 0.016 0.0167 -0.0575
Si 6.8205 9.5344 28.5638 0.0008 -0.0022 0.0094
Si 0.1161 -0.1991 29.7612 -0.0067 0.0125 0.0138
Si 5.4355 -0.017 29.8891 -0.0039 -0.0002 -0.0033
Si 2.7684 2.6974 29.8915 -0.0019 0.0013 -0.0024
Si 8.203 2.6777 29.8562 -0.0026 0.0006 0.0012
Si -0.0201 5.4428 29.8865 -0.0026 0.0028 -0.0025
Si 5.4318 5.4652 29.8685 -0.0007 0.0004 0.0018
Si 2.5601 8.299 29.7461 0.0108 -0.0068 0.0139
Si 8.2271 8.1696 29.877 -0.0003 0.0033 -0.0002
Si 1.3503 1.3149 31.1811 0.0005 -0.0013 -0.0005
Si 6.8214 1.3619 31.2401 0.003 0.0001 0.0012
Si 4.112 4.0825 31.2561 -0.0001 -0.0005 -0.0004
Si 9.5436 4.0748 31.2342 0.0015 -0.0005 0.0008
Si 1.3649 6.8541 31.2079 -0.0012 -0.002 0.0007
Si 6.8218 6.8386 31.2264 -0.0012 0.0006 0
Si 4.0303 9.5407 31.1935 -0.0001 0.0009 0.0001
Si 9.6006 9.5546 31.2212 -0.0017 -0.0034 -0.0007
Si 2.74 0.0181 0.6437 -0.0028 -0.0017 -0.0018
Si 8.2256 0.0075 0.6196 -0.0009 0.0015 0.0016
Si 0.0134 2.7201 0.6244 -0.0012 -0.0007 0.0008
Si 5.4868 2.7473 0.687 -0.0017 0.0006 -0.0008
Si 2.7341 5.4854 0.6269 0.0012 0.0003 0.0014
Si 8.2029 5.4883 0.6473 0.0006 0.0009 -0.0001
Si 0.0118 8.2057 0.6744 0.0008 0.0025 -0.0022
Si 5.4497 8.2278 0.6327 -0.0008 -0.0013 0.0002
Si 4.1003 1.3839 2.0393 0.0014 0.0006 -0.0009
Si 9.6009 1.3582 2.0028 -0.0024 0.0011 0.0017
Si 1.3552 4.1414 2.0001 0.003 -0.0021 -0.001
Si 6.8425 4.1555 2.0299 0.0043 -0.0041 0.0026
Si 4.0917 6.8555 2.0043 -0.0005 -0.0004 0.0016
Si 9.5773 6.8458 2.0402 -0.0023 -0.0018 -0.0008
Si 1.373 9.6183 2.0278 0.0034 -0.0011 0.0029
Si 6.8346 9.6266 1.9911 0.0051 -0.0026 -0.0009
Si 0.0286 0.0407 3.441 0.0008 0.0016 0.0013
Si 5.4922 0.0427 3.417 -0.0012 -0.001 0.0038
Si 2.7157 2.7823 3.3676 -0.0057 0.001 -0.0006
Si 8.2623 2.7827 3.3147 0.004 0.0036 -0.0095
Si 0.0285 5.5118 3.4378 0.0031 0.0019 0.0051
Si 5.4695 5.5362 3.4005 -0.0029 0.0033 0.0003
Si 2.7408 8.2465 3.3673 -0.0018 0.0002 -0.0039
Si 8.2318 8.2909 3.3489 0.0019 0.01 -0.0031
Si 1.3769 1.4637 4.8129 -0.0026 -0.0008 -0.0034
Si 6.9139 1.4796 4.6989 -0.0035 -0.004 0.0022
Si 4.0595 4.1607 4.7299 0.0015 0.0028 0.0005
Si 9.6037 4.084 4.7552 -0.0005 0.0002 -0.0007
Si 1.369 6.9743 4.8073 -0.0038 -0.0011 -0.0029
Si 6.838 6.9965 4.7043 -0.0026 -0.0053 0.002
Si 4.1015 9.5786 4.7604 0.0008 0.0027 -0.0014
Si 9.6167 9.5841 4.8068 -0.0007 -0.002 -0.0035
Si 2.7641 0.0466 6.1087 0.0017 -0.0003 -0.0019
Si 8.2978 0.1265 6.069 0.0002 -0.0006 -0.003
Si 0.0223 2.8058 6.2811 0.0018 0.0014 -0.0033
Si 5.5176 2.845 6.0414 -0.0005 -0.0006 -0.0027
Si 2.7553 5.6004 6.1147 0.0006 -0.0004 -0.0026
Si 8.2575 5.6055 5.9317 -0.0014 -0.0009 -0.003
Si 0.0493 8.311 6.3369 0.0016 0.0014 -0.0032
Si 5.5027 8.3102 6.2008 0.0005 0.001 -0.003
Si 4.4292 1.1917 7.3015 -0.0026 0.0005 0.0085
Si 9.8172 1.1584 7.5939 -0.001 -0.001 0.0123
Si 1.1808 4.5116 7.4802 0.0007 -0.0016 0.0076
Si 6.6445 4.5502 7.2208 0.0043 0.001 0.0114
Si 4.3273 6.713 7.5157 -0.0009 -0.0015 0.0104
Si 9.7339 6.622 7.4742 -0.0022 -0.0009 0.0103
Si 1.2845 9.9477 7.6703 0.0013 -0.0002 0.0077
Si 6.7232 9.9741 7.3889 0.0019 0.0004 0.009
O 9.5798 1.2342 23.9955 0.0056 -0.006 0.0085
O 4.0956 6.8041 23.959 -0.0043 0.0049 0.0099
O 4.01 1.2374 24.0382 0.0054 0.007 -0.0002
O 9.5332 6.7005 23.9145 -0.0037 -0.0026 0.0035
O -0.0238 5.553 8.0008 -0.0001 -0.0012 -0.0019
O 5.5734 0.1346 7.8948 0.0007 -0.0007 -0.0023
O 0.0763 0.0955 8.1278 -0.0014 0.0007 -0.0026
O 5.5344 5.616 7.8626 -0.0009 0.0002 -0.0032
O 7.5955 3.9738 8.4263 -0.0024 0.0009 -0.005
O 8.7357 7.0596 8.7456 0.0031 -0.0025 -0.0048
O 2.1835 9.4619 9.0194 -0.004 0.0028 -0.0048
O 8.9019 1.6904 8.9049 0.0039 -0.0042 -0.0058
O 7.6132 9.4833 8.701 -0.0029 0.0028 -0.0053
O 3.6215 1.8319 8.5841 0.0021 -0.0039 -0.0049
O 3.5947 7.2283 8.9349 0.0027 -0.0035 -0.0069
O 2.0665 4.0176 8.8012 -0.004 0.003 -0.0043
O 8.1321 3.4708 23.3616 0.0032 -0.0025 0.0062
O 0.475 4.945 23.0061 -0.0048 0.0047 0.0084
O 1.8636 2.7014 23.2881 0.0028 0.0014 0.0063
O 5.8338 4.9295 23.1258 -0.0057 0.0051 0.0071
O 5.5045 9.9691 23.5546 0.0008 0.0007 0.0017
O 2.4402 8.6818 23.0462 0.0044 -0.0044 0.0116
O 0.1833 10.0754 23.1054 -0.0039 0.0039 0.0115
O 7.8138 8.6186 23.1368 0.0039 -0.0063 0.0078
Si 8.6656 7.7082 18.4586 0.0003 0.0003 -0.0001
Si 8.7899 6.3496 13.6402 0.0002 -0.0002 -0.0003
Si 3.7978 1.5402 14.7305 0.0002 0 0
Si 2.1361 5.7483 17.657 0.0004 0.0003 0
Si 2.4187 3.1483 19.5412 0.0007 -0.0001 -0.0013
Si 9.8145 9.0229 12.0812 0 0.0003 0.0014
Si 1.3284 9.4216 22.1179 0.0005 0.0003 -0.0093
Si 9.1784 0.9601 13.2058 -0.0001 0 -0.0003
Si 1.4278 5.0521 13.0328 -0.0001 0 -0.0004
Si 1.8008 8.254 12.8106 -0.0008 -0.0002 0.0014
Si 6.653 9.5649 22.4938 -0.0038 0.0036 -0.0043
Si 4.525 4.6014 15.7173 -0.0002 -0.0004 0
Si 8.2135 3.0267 9.5661 -0.0012 0.0029 0.0038
Si 0.8445 8.2597 19.2877 0.0001 -0.001 -0.0022
Si 6.9403 1.3597 21.1193 -0.0001 -0.001 -0.002
Si 8.2276 8.3202 9.6582 0.0005 -0.0004 0.0049
Si 10.8953 5.1972 15.6224 0.0002 -0.0001 0.0001
Si 7.5699 9.4976 16.3283 0.0003 0.0006 0.0001
Si 9.927 2.0683 20.329 0 -0.0006 -0.0021
Si 3.2185 8.5166 9.8983 0.0009 0.0008 0.0055
Si 6.695 3.3587 17.4267 0 -0.0004 -0.0006
Si 1.1694 0.2158 19.8399 -0.0005 0.0003 -0.0011
Si 3.2422 2.8161 12.2873 0.0005 0.0003 0.0009
Si 7.2249 5.4081 19.7078 -0.0005 0.0009 -0.0026
Si 5.7526 8.6674 11.5399 0.0004 0.0002 0.0017
Si 5.7886 6.0711 13.2059 0 -0.0002 0.0004
Si 4.6386 9.7157 17.6455 -0.0001 0.0002 -0.0003
Si 1.0181 3.6001 22.2322 0.002 -0.0035 -0.0066
Si 4.8995 1.4925 18.826 -0.0008 0 -0.0009
Si 3.1988 3.0903 9.5018 0.0021 0.0003 0.0042
Si 6.4558 10.8138 13.7957 0.0002 0.0006 0.0003
Si 10.3542 0.1174 15.9817 0 -0.0004 0.0001
Si 5.667 3.6592 11.1474 0.0001 0.0005 0.0008
Si 9.8404 3.8924 11.9058 0.0006 0.0003 0.0014
Si 2.3496 9.9212 15.552 0.0001 0.0004 0.0003
Si 6.0913 8.1433 19.8356 -0.0004 -0.0005 -0.0012
Si 6.932 3.9841 22.3957 0.0012 -0.002 -0.0051
Si 9.7527 2.774 17.3859 0.0001 -0.0002 -0.001
O 7.1993 6.3723 13.9827 -0.0002 0.0001 0.0002
O 1.8858 7.07 18.6908 -0.0004 0.0008 0
O 10.2957 4.0211 16.53 -0.0001 -0.0002 0.0002
O 6.1684 9.963 17.0615 -0.0002 0.0001 0.0001
O 10.1556 0.7076 14.4779 -0.0003 0.0002 -0.0002
O 8.4543 6.1277 18.8761 -0.0004 -0.0007 0
O 5.1745 0.6844 14.4316 0.0003 -0.0002 0.0001
O 5.7161 2.0686 17.5438 -0.0003 -0.0003 0.0004
O 8.3413 1.9332 20.5628 -0.0007 -0.0001 0.0003
O 1.9987 4.3096 18.4491 -0.0001 -0.0012 0.0006
O 6.9708 2.8083 10.6327 0.0016 -0.0005 -0.0006
O 4.8778 2.7065 12.2131 0.0003 0.0003 -0.0002
O 6.0281 4.3947 16.3528 0.0002 -0.0001 0.0004
O 4.5623 3.9299 9.9416 -0.0014 -0.0002 -0.0013
O 10.6792 2.8066 21.5721 0.0014 0.0013 0.002
O 9.7289 6.1507 14.9757 -0.0004 0.0002 0
O 6.0187 6.5064 19.8527 0.0003 -0.0003 -0.0001
O 4.0835 0.1856 18.2848 0.0002 0.0005 0.0001
O 9.2604 10.5446 12.2899 0.0001 -0.0011 0.0001
O 2.8585 4.3568 12.7068 0.0003 -0.0005 0.0005
O 1.9172 10.6991 21.2362 -0.0002 -0.0015 0.0032
O 3.9972 2.7294 19.4104 -0.0003 0.0002 -0.0003
O 0.7355 10.0427 15.969 0.0001 -0.0001 0.0001
O 1.2761 9.8174 18.8558 0 0.0001 0.0007
O 1.7182 1.6704 19.3043 -0.0002 0.0001 -0.0001
O 8.9423 10.3888 16.4982 -0.0001 0 -0.0001
O 4.8853 8.609 18.826 0.0008 -0.0005 0.0008
O 9.5689 8.7546 10.4907 -0.0013 -0.0006 -0.0023
O 6.7484 4.1099 18.8646 0.0004 0.001 0.0011
O 2.8492 1.721 13.4001 -0.0002 0.0003 -0.0003
O 5.8615 8.7765 21.3044 0.0009 0.0015 0.0032
O 2.5482 2.4531 10.8655 0 0.0003 -0.0023
O 7.6242 4.8583 21.1872 -0.0005 -0.0017 0.0032
O 5.2184 7.478 12.5578 0 0.001 -0.0004
O 0.4323 9.0615 12.5043 0 0 0.0002
O 7.587 1.0525 13.5882 0.0002 0.0001 0.0003
O 7.1082 9.6288 14.7548 -0.0001 0.0001 -0.0001
O 8.9778 5.0195 12.708 0.0002 -0.0007 0
O 8.0959 8.0387 16.9253 0.0002 -0.0006 0.0004
O 6.1967 2.603 21.8856 -0.0002 0.0023 0.0013
O 2.4603 9.063 14.1145 0 -0.0005 -0.0005
O 0.4243 4.4833 11.8776 -0.0005 -0.0003 0.0003
O 0.8119 8.3253 20.9522 0.0006 0.0012 0.0038
O 9.3879 3.8321 10.3515 -0.0015 -0.0011 -0.0022
O 9.6588 2.3782 12.5341 0.0001 0.0009 0
O 7.6315 8.5811 19.4038 -0.0008 0.0001 0.0001
O 2.5522 8.1776 11.3596 0.0016 0.0004 -0.0032
O 3.9815 3.0579 15.3751 0.0001 -0.0001 0.0001
O 0.8505 4.4943 14.4523 0.0002 0.0002 -0.0001
O 10.0463 2.9975 18.9744 0.0001 -0.0004 0.0015
O 9.1502 7.7929 12.9499 0.0002 0.0008 -0.0002
O 10.5176 0.5502 20.107 -0.0001 0.0003 0.0001
O 6.0346 5.0393 11.9428 0 -0.001 -0.0003
O 8.1526 2.7521 17.0277 0.0001 0.0001 0.0001
O 3.5273 5.4718 16.7394 -0.0001 -0.0001 0
O 4.6665 9.1362 10.3921 -0.0017 -0.0003 -0.0013
O 1.5407 6.6739 13.177 0.0003 0.0005 0.0004
O 4.7605 5.4947 14.3528 0.0003 0.0004 -0.0001
O 2.055 3.846 20.9744 -0.002 0.0002 0.0028
O 10.5462 1.4063 16.9651 0 0.0005 0.0002
O 0.9433 6.0616 16.5806 0.0001 -0.0001 -0.0001
O 7.3059 10.9756 21.9867 0.0001 -0.0019 0.0011
O 5.9334 0.9074 19.9317 0.0018 0 0.0012
O 6.0776 10.023 12.4097 -0.0005 -0.0013 -0.0008
O 2.8488 0.5452 15.5958 0.0001 -0.0001 -0.0001
O 7.056 8.013 10.7717 0.0016 0.0002 -0.0015
O 10.2518 8.0274 18.6956 0.0004 0.0002 0
O 3.4535 9.2043 16.5905 -0.0001 -0.0001 0.0003

Results
free energy: -137023.017 eV
free energy less fixed offsets of B -154.04, O -568.88, Si -635.61 eV per atom: 4.113 eV

The program warned: the cutoff lies below the one the program advises for these potential files; the exchange-correlation potential is rough where the density is thin.
